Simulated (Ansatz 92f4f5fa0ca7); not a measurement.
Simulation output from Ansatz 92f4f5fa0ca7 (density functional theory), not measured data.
Periodic cell of 260 atoms, Si144O116, from a study of silicon, its oxide and their interface. The atomic structure is a simulated model.
This geometry differs little from another in the collection (a relaxation step or a small displacement).

Settings
functional: r2SCAN
potential files: Ansatz PAW
basis: plane waves
wave-function cutoff: 800 eV
density cutoff ratio: 5
exchange-correlation grid ratio: 1
k mesh: 1 x 1 x 1, shifted by 0.5 0.5 0 of a step
self-consistency stop: 1e-10 eV per atom in the density residual
occupations: fixed
spin: none
net charge: 0

Cell vectors (angstrom)
a	10.88	0	0
b	0	10.88	0
c	4.8061	-2.0015	37.6799

Atoms: element, x, y, z (angstrom)
Si	13.1542	14.2027	21.9668
Si	14.1345	12.4894	-2.4323
Si	11.0306	4.5348	-1.9403
Si	6.9571	12.6303	20.3124
Si	16.2429	10.3272	-2.6119
Si	10.9993	9.042	-1.8574
Si	5.5868	14.6672	-2.1213
Si	7.6647	12.4876	-2.0374
Si	11.382	9.9949	0.2289
Si	12.9959	11.7535	0.2608
Si	10.4143	3.5286	0.1149
Si	14.0831	7.3171	0.2157
Si	4.9535	8.9422	0.0693
Si	8.6151	12.7591	0.1052
Si	16.8272	15.4756	0.0784
Si	7.7137	6.2336	0.2483
Si	9.5537	10.9602	1.3464
Si	12.1035	13.513	1.4915
Si	9.4796	5.2721	1.4483
Si	12.3194	8.2347	1.4705
Si	14.9176	10.8002	1.274
Si	17.7515	13.7113	1.3801
Si	15.0348	16.3783	1.3426
Si	6.7352	8.0616	1.3575
Si	8.1496	9.5131	2.594
Si	10.8071	12.2151	2.9148
Si	8.1435	4.0533	2.9164
Si	10.8821	6.7659	2.6452
Si	13.6424	9.556	2.8606
Si	16.3189	12.2396	2.5746
Si	13.5953	14.9599	2.6136
Si	16.3139	6.7842	2.8464
Si	9.5139	8.1502	3.9905
Si	12.245	10.881	4.1884
Si	9.4788	2.7005	4.2373
Si	12.2527	5.4281	4.0236
Si	14.9775	8.1655	4.1702
Si	6.7995	10.8837	3.9837
Si	14.954	13.5935	3.9836
Si	17.6702	5.4473	4.1999
Si	10.86	9.4582	5.4307
Si	13.6344	12.2802	5.4475
Si	10.8967	4.1015	5.4501
Si	13.5807	6.7777	5.433
Si	5.4915	9.5458	5.4287
Si	8.1073	12.1876	5.4778
Si	16.262	4.0473	5.4422
Si	8.1881	6.8422	5.4507
Si	9.5082	10.8221	6.7897
Si	12.2345	13.6077	6.797
Si	9.5468	5.479	6.8025
Si	12.2279	8.1169	6.796
Si	15.0032	10.8882	6.7789
Si	6.7354	13.5683	6.7992
Si	14.9305	5.4409	6.807
Si	6.8334	8.196	6.8115
Si	8.1677	9.5301	8.21
Si	10.9025	12.164	8.1215
Si	8.1244	4.0954	8.0702
Si	10.8877	6.8149	8.2115
Si	13.6248	9.5021	8.086
Si	16.3313	12.1948	8.2065
Si	13.536	14.9962	8.1508
Si	16.3213	6.8348	8.1357
Si	9.5745	8.2319	9.5545
Si	12.315	10.8134	9.5008
Si	9.4538	13.5411	9.3459
Si	12.2076	5.4413	9.5877
Si	14.978	8.2145	9.505
Si	6.8446	10.8611	9.625
Si	14.8807	13.5805	9.4028
Si	6.8257	5.4908	9.4707
Si	10.9664	9.5374	10.9785
Si	13.5868	12.2589	10.856
Si	10.7468	14.8233	10.7453
Si	13.6411	6.8549	10.8695
Si	5.4052	9.5437	10.9733
Si	8.2575	12.28	10.9344
Si	16.276	14.9221	10.6491
Si	8.213	6.864	10.8451
Si	10.0603	11.3561	12.2589
Si	11.3186	5.9648	13.1904
Si	9.3538	5.2537	12.1131
Si	12.1898	8.0099	12.3599
Si	4.3515	11.296	12.268
Si	14.7547	8.2958	19.5548
Si	14.9148	5.2942	12.056
Si	6.7704	8.1037	12.2416
Si	11.8683	13.2709	12.1147
Si	7.5388	12.0425	16.4715
Si	6.6803	7.7901	-11.234
Si	10.9638	5.6624	15.4394
Si	7.8138	5.7984	17.9765
Si	6.5999	13.52	12.0707
Si	5.7632	6.7262	18.062
Si	8.3846	9.8639	14.4308
Si	15.8812	12.322	18.148
Si	14.6833	4.2144	18.0693
Si	7.462	4.4349	13.3955
Si	11.6703	13.3215	-9.9278
Si	9.6825	8.0107	16.6122
Si	15.2642	7.1628	-6.7315
Si	10.9426	9.7503	18.8296
Si	13.5537	10.2185	17.5369
Si	13.5622	11.7782	-11.9498
Si	8.9037	11.7564	19.3164
Si	13.0595	15.1329	13.1923
Si	14.7952	9.6543	22.2673
Si	13.176	6.901	-1.8678
Si	15.8525	12.5933	22.6755
Si	8.8167	5.8077	-10.7922
Si	5.4721	12.6855	-12.7793
Si	9.0885	5.1728	-7.8925
Si	8.8289	6.6611	-1.7186
Si	8.232	4.0354	15.558
Si	8.2126	4.6016	19.9687
Si	10.7134	13.416	23.5354
Si	13.17	5.6345	20.2187
Si	8.1234	8.0239	-4.0454
Si	11.0299	7.4796	20.8054
Si	9.7334	7.6704	-6.3616
Si	12.5949	14.1662	-4.3137
Si	5.8345	6.1996	13.338
Si	11.2906	4.8094	-12.0486
Si	12.0155	8.88	23.3413
Si	13.6053	4.7451	15.4326
Si	10.5398	13.6886	20.6734
Si	9.3139	10.6837	-3.7489
Si	11.7351	14.6193	-7.1599
Si	8.7523	12.115	-9.331
Si	13.5275	8.833	-11.8856
Si	8.3649	6.7969	21.844
Si	6.2105	8.2228	23.5956
Si	14.8469	5.5429	-4.0434
Si	13.953	9.6047	14.4981
Si	8.5953	10.4576	-6.6449
Si	12.3924	6.6319	-7.4609
Si	7.0806	14.7491	-9.4572
Si	4.7444	7.1068	15.1775
Si	12.9458	6.5859	-10.2867
Si	6.0799	9.2528	-5.5214
Si	7.1859	10.6506	-11.406
Si	15.8365	5.804	-9.3998
Si	15.7408	7.293	-13.4121
O	13.0531	12.4207	-1.2461
O	9.78	7.9848	-1.593
O	16.2332	9.1187	-1.5323
O	6.492	11.37	-2.114
O	6.9841	13.9016	-2.4969
O	11.413	14.5379	-3.2584
O	10.6554	10.1277	-3.0316
O	9.5498	10.763	13.7213
O	14.2629	6.2455	15.4195
O	12.8094	8.9076	13.5933
O	7.4134	4.7378	16.7693
O	14.5309	10.8867	13.6927
O	5.5025	12.4133	12.668
O	8.3698	11.6005	17.7871
O	16.2661	7.873	19.1494
O	14.0314	8.817	18.2002
O	7.56	13.2129	-9.444
O	7.5184	10.8361	15.3935
O	9.5585	7.7512	-4.7503
O	11.6322	7.7394	22.2824
O	12.2432	13.812	-8.4811
O	12.3459	9.0129	-12.9956
O	14.463	14.7485	16.4946
O	14.8032	11.0415	-2.5422
O	7.6502	4.4844	-8.07
O	15.2882	13.7325	18.6548
O	7.5488	5.6367	21.0627
O	16.0358	6.3489	-7.8924
O	8.2797	13.3143	15.8043
O	12.2654	5.5628	-1.6733
O	12.1677	4.8673	16.1639
O	7.7572	6.9791	-2.8977
O	7.4873	9.18	13.2784
O	15.499	11.0276	22.6894
O	11.2899	7.4797	-6.6678
O	14.3058	5.8209	-9.8775
O	8.7688	11.5049	-7.8406
O	15.1898	8.5886	14.6816
O	12.3978	5.913	-11.6494
O	14.0364	6.9919	20.1689
O	11.5546	8.6158	19.7898
O	9.6684	4.1826	20.5968
O	12.176	10.6597	18.2864
O	7.0135	10.3531	-6.2637
O	10.9247	7.1144	16.1436
O	8.9219	6.3758	-6.8551
O	12.2852	8.1785	-2.3489
O	13.3729	12.8463	-3.8029
O	9.3326	6.1012	22.9303
O	8.958	8.6382	15.3158
O	15.3278	6.2783	-5.3868
O	9.5213	5.7606	-9.3393
O	5.9353	14.2071	-13.0762
O	7.2457	14.1726	19.8121
O	9.7018	5.4088	-2.2776
O	11.977	6.4813	-9.0097
O	5.4848	9.8504	-4.147
O	6.2159	11.9525	-11.5322
O	16.1095	4.82	-3.3228
O	12.1586	13.7838	20.7268
O	14.5343	13.3715	22.1159
O	13.0132	8.1899	-10.5113
O	6.9835	7.9532	-5.1706
O	11.9743	13.8198	-5.7732
O	5.5435	7.3301	16.5622
O	11.3988	14.5407	-10.9332
O	13.3879	4.686	18.9214
O	11.6111	6.0722	20.2716
O	12.2246	14.0085	23.3001
O	7.3424	7.8813	22.4723
O	9.7074	14.5715	24.0643
O	15.2429	13.6	-2.046
O	9.8456	5.5149	-11.9837
O	10.2227	9.2041	17.5077
O	16.2716	13.107	24.1475
O	8.1961	7.2757	-11.0457
O	12.6262	11.5887	-13.265
O	9.459	10.9212	-5.3438
O	15.6364	8.4233	22.9285
O	14.262	6.6625	-3.0386
O	10.2344	12.6428	-9.6601
O	8.4252	10.9987	-10.4458
O	5.8464	11.8199	19.4316
O	13.7627	7.4176	-7.2457
O	15.8308	8.6642	-6.4996
O	14.6806	11.3339	17.7805
O	13.5563	4.8502	21.5971
O	15.6911	5.4393	18.2566
O	5.5055	4.2638	-9.4983
O	6.3214	12.7779	21.7942
O	6.2926	7.709	-12.8043
O	12.5524	5.1169	-6.9315
O	14.6092	7.7422	-12.3654
O	10.6938	9.808	23.5869
O	13.3417	10.033	15.9374
O	5.7532	6.813	-10.3648
O	13.6779	4.4825	-4.3801
O	9.4075	7.5001	20.8141
O	14.7917	9.4672	20.6623
O	13.2658	9.7276	22.7767
O	10.1647	4.0858	-7.371
O	12.7383	12.349	-10.6758
O	10.1477	12.9358	22.0789
O	8.8293	12.0751	-3.0924
O	6.4874	9.3307	-10.7742
O	9.7034	4.6881	15.7039
O	8.1743	9.5478	-3.4795
O	10.0658	12.9027	19.3547
O	9.1581	8.9996	-7.0827
O	8.7667	7.0179	17.481
O	7.7183	4.6137	-10.7585
O	6.0179	12.4284	16.8844
O	14.1556	10.3004	-11.5957
O	7.6752	10.2812	-12.9076
O	9.7694	10.4435	19.7045
O	14.7829	12.7339	-12.4026

Results
free energy: -158271.493 eV
free energy less fixed offsets of O -570.45, Si -639.56 eV per atom: -2.653 eV

Forces (eV/angstrom), in the order of the atoms: element, x, y, z
Si	-0.0004	0.0011	-0.0039
Si	-0.0017	-0.0015	0.0131
Si	-0.003	0.0002	0.0091
Si	0.0038	0.0009	0.0025
Si	0.0005	-0.0026	0.0148
Si	0.0022	0.0004	0.011
Si	0.0035	0.0015	0.011
Si	0.0027	0.0024	0.0114
Si	-0.0018	0.0001	-0.0033
Si	0.0013	-0.0026	0.0055
Si	0.0027	-0.0002	-0.0011
Si	-0.0012	-0.0011	-0.0013
Si	-0.0002	0.0004	0.0061
Si	-0.0004	-0.0008	-0.0018
Si	-0.001	-0.0004	-0.0026
Si	0.0003	0.0023	-0.0034
Si	0.0004	-0.0007	0.0016
Si	-0.0009	0	0.0001
Si	0	0.0001	0.0009
Si	-0.001	-0.0014	-0.0008
Si	0.0001	-0.0006	-0.0008
Si	-0.0002	-0.0006	-0.0002
Si	-0.0003	-0.0017	0.0014
Si	0.0003	-0.0001	-0.0001
Si	0.0001	0.0002	-0.0015
Si	-0.0003	-0.0008	0.0003
Si	0.0012	0.0001	0.0001
Si	0.0009	0.0002	0.0029
Si	0.0005	0.0008	0
Si	-0.0003	-0.0008	0
Si	0.0001	0.0002	-0.0008
Si	0.0004	-0.001	0.0004
Si	0.0006	-0.0003	-0.0006
Si	0	-0.0007	-0.0004
Si	0.0001	-0.0012	0.0007
Si	0.0001	0.0009	-0.0001
Si	-0.0004	-0.0011	0.0005
Si	0.0003	0	0.0001
Si	0.001	-0.0004	-0.0002
Si	-0.001	-0.0004	0.0001
Si	0.0002	-0.0005	0.0008
Si	-0.0004	0.0003	0.0012
Si	0.0003	-0.0002	0.001
Si	0.0002	0	0.0005
Si	0.0002	-0.0008	0.0005
Si	-0.0009	-0.0006	0.0019
Si	0.0001	-0.0003	0.001
Si	0.0009	-0.0002	0.0012
Si	-0.0008	-0.0005	0.0007
Si	0.0013	-0.0001	0.0008
Si	0.0009	0.0011	0.0011
Si	-0.0008	-0.0008	0.0008
Si	0.0008	0.0013	0.0007
Si	-0.0005	-0.0017	0.0002
Si	-0.0007	0	0.0005
Si	0.0003	0.0007	0.0007
Si	-0.0002	0.002	0.0009
Si	0.001	-0.0003	-0.0005
Si	-0.0006	0.0005	0.0011
Si	0.0005	0.0001	0
Si	0.0003	0.0005	0
Si	0.0005	-0.0021	0.001
Si	-0.0011	0.001	0.0008
Si	0.0006	-0.0004	0.0001
Si	0.0022	-0.0013	0.0008
Si	-0.0023	0.0011	0.0014
Si	-0.001	0.0002	0.0022
Si	-0.0005	-0.002	0.0013
Si	0.0002	0.0001	0.0009
Si	-0.0013	0.0011	0.0013
Si	-0.0004	-0.0014	0.0001
Si	0.0001	0.0007	-0.0002
Si	-0.0003	-0.0024	-0.0014
Si	-0.0011	0.0018	0.0019
Si	0.0035	0.0021	0.0047
Si	-0.001	-0.0005	0.0019
Si	-0.0001	-0.0015	-0.0013
Si	-0.0003	-0.0024	-0.0004
Si	0.0019	0.0023	0.0011
Si	-0.0016	0.0001	0.0025
Si	-0.0001	-0.0011	0.0072
Si	0.0025	-0.0044	-0.0032
Si	-0.001	0.0004	-0.0021
Si	0.0046	0.0049	0.0098
Si	-0.0007	0.0026	0.0092
Si	-0.0016	0.0013	-0.0036
Si	0.0002	0.0012	-0.0003
Si	0.0011	-0.001	0.0045
Si	-0.0025	-0.0032	0.0011
Si	-0.0003	-0.0026	0.003
Si	0.0032	0.0047	-0.0058
Si	0.0007	-0.0004	0.0093
Si	0.0026	-0.0026	0.0048
Si	-0.0026	-0.0017	0.0027
Si	-0.0069	-0.0041	0.0009
Si	-0.0009	-0.0002	0.0008
Si	0.0005	-0.0005	-0.0027
Si	0.0013	0.0022	-0.001
Si	0.0005	0.0005	-0.0018
Si	-0.0012	-0.0035	-0.0025
Si	0.0042	0.0019	0.0029
Si	0.0007	0	0.0001
Si	-0.0009	0.0024	-0.002
Si	-0.0026	0.0009	0.0044
Si	-0.0002	-0.0004	-0.0028
Si	-0.0024	0.002	-0.0008
Si	-0.0022	0.0042	-0.002
Si	-0.001	-0.001	-0.007
Si	0.001	0.003	0.0098
Si	0.0029	0.0001	-0.0021
Si	0.0073	0.0059	-0.0036
Si	-0.0042	-0.0012	-0.0022
Si	0.0004	0.0014	-0.0033
Si	-0.0021	-0.0054	0.0093
Si	0.0064	-0.006	0.0079
Si	-0.003	0.0047	-0.0026
Si	-0.0014	0.0001	-0.0074
Si	-0.0008	0.0004	-0.0014
Si	0.0005	-0.0045	0.0096
Si	0.0002	0.001	-0.0045
Si	-0.0059	-0.0062	-0.0031
Si	-0.0004	0.0011	0.0099
Si	-0.0022	0	-0.0038
Si	0.0021	0	-0.0084
Si	0.0006	-0.0027	-0.0052
Si	0.0057	0.0048	0.0049
Si	-0.002	-0.0036	-0.0021
Si	0.002	0.0024	0.0139
Si	0.0031	0.0023	0.0003
Si	0.0048	-0.0006	-0.0024
Si	-0.0011	0.0007	-0.0035
Si	-0.0018	-0.0001	-0.0049
Si	0.0013	0.0006	-0.0035
Si	0.0002	-0.0002	0.0113
Si	-0.0057	0.0004	0.003
Si	0.0022	-0.0015	0
Si	-0.0009	-0.0055	-0.0026
Si	0.0037	-0.0013	-0.0038
Si	-0.0012	0.001	0.0073
Si	0.0028	0.001	-0.0046
Si	0	0.0013	0.0047
Si	0.0001	-0.0016	-0.0045
Si	-0.0024	0	-0.003
Si	0.0003	0.0059	-0.0051
O	0.0037	0.0025	-0.0127
O	0.0016	0.0009	-0.0032
O	0.0018	0.0036	-0.0115
O	-0.0013	-0.002	-0.0041
O	-0.0006	-0.0008	-0.0044
O	0.0036	-0.0019	-0.0065
O	-0.0023	0.0033	-0.0055
O	0.004	0.004	-0.0089
O	-0.0015	-0.006	-0.0029
O	-0.0035	-0.0035	-0.0067
O	-0.0001	0	0.0001
O	0.0029	0.0018	-0.0072
O	0.0011	-0.0028	-0.0039
O	-0.0003	0.0002	-0.0011
O	0.0007	-0.002	-0.0019
O	-0.0001	-0.0007	0.0003
O	0.0025	0.002	0.0015
O	-0.0023	0.0017	-0.004
O	0.0016	-0.0015	-0.0028
O	0.0007	0.0059	0.001
O	0	-0.0001	0.0018
O	0.0004	0.0008	0.0016
O	-0.004	0.002	-0.003
O	0.0011	0.0015	-0.0038
O	-0.0004	-0.0027	0.0006
O	0.0008	0.0007	0.0005
O	0.0009	0.0017	0.001
O	-0.0002	0.0008	0.0022
O	-0.0011	0.0019	0.0001
O	0.0009	-0.0003	-0.004
O	-0.0025	0.0088	-0.0033
O	0.0002	0.002	-0.0075
O	-0.0015	0.0006	-0.0008
O	-0.001	0.0005	0.0007
O	0.0012	-0.0057	-0.0044
O	0.0026	-0.0012	0.0033
O	0.0008	-0.001	-0.0013
O	0.0037	-0.0001	0.001
O	0.0039	0.0007	0.0014
O	0.0014	0.0011	0.0011
O	0.001	-0.0018	0.0054
O	0.0032	-0.0002	0.0018
O	0.0017	-0.0009	-0.0013
O	0.0033	-0.0017	0.0004
O	-0.0068	-0.0064	-0.0078
O	0.0054	0.0082	0.0036
O	0.0007	-0.0011	-0.0023
O	-0.0008	0.0019	-0.0031
O	0.0024	-0.0014	0.0028
O	-0.003	-0.0019	0
O	0.0013	0.0012	-0.0043
O	-0.0051	0.0057	0.012
O	-0.0005	0.0033	0
O	-0.0021	0.0007	-0.0012
O	0.0007	0.0019	-0.004
O	0.003	-0.001	0.0095
O	0.0023	-0.0021	-0.0073
O	0.0009	0.0027	0.0009
O	-0.0036	0.0014	-0.0062
O	0.0006	0.0002	0.0004
O	-0.0004	0.0016	0.0012
O	0.0013	-0.0017	0.0022
O	-0.001	0.0015	-0.0025
O	-0.0005	0.0002	-0.0041
O	-0.0027	-0.0008	0.0009
O	-0.0047	-0.0037	0.0106
O	0.0005	0.0015	0.0009
O	-0.0005	0.0012	0
O	0.0005	0.001	0.0007
O	-0.0008	0.0001	0.0015
O	0.0007	0.0017	-0.0049
O	-0.0009	-0.0017	-0.0054
O	-0.0038	0.0034	0.0083
O	-0.0002	0.0002	0.0003
O	-0.0005	-0.0017	0.0002
O	-0.001	-0.0028	0.0012
O	0.0005	-0.0002	0.002
O	0.0005	-0.001	-0.0017
O	0.0001	0.0004	0.0001
O	0.0026	-0.0026	-0.0052
O	-0.0032	0.0001	-0.0006
O	-0.001	-0.001	0.0022
O	-0.0028	-0.0004	0.0002
O	-0.0008	-0.0005	0.001
O	0.0006	-0.0003	-0.0008
O	0.001	0.0028	0.0017
O	-0.0003	-0.0018	0.0007
O	0.005	0.0074	-0.0022
O	0.0022	0.0007	-0.0006
O	-0.0018	0.0006	-0.0001
O	-0.0022	-0.0036	0.0017
O	-0.0054	0	-0.0084
O	0.0007	-0.0021	0.0001
O	0.0014	0.0021	0.0007
O	-0.0002	-0.0013	-0.0012
O	-0.0026	-0.0022	0.0077
O	-0.0003	-0.0017	-0.0016
O	0.0005	0.0002	0.0026
O	0.002	-0.0003	0.0027
O	-0.0011	-0.0002	0.0014
O	0.0028	0.0017	0.0025
O	-0.0007	0.0006	0.0005
O	0.0004	0.004	0.0012
O	0.0015	-0.0033	-0.0068
O	-0.001	-0.0012	0.0007
O	0.0018	0.0043	-0.0041
O	0.0002	0.0007	-0.0025
O	0.0021	0.0002	0.0024
O	-0.0005	-0.0019	0.0019
O	0.0028	0.0011	-0.0012
O	0.0021	0.0022	0.0057
O	-0.001	-0.0005	-0.0005
O	0.0015	0.0001	-0.0001
O	-0.0008	0.0016	0.0013
O	0.0008	0.0004	0.0022
O	-0.0039	-0.0006	0.0014

The program warned: the cutoff lies below the one the program advises for these potential files; the forces do not sum to zero within the program's tolerance; empty levels may hold ghost states of the PAW files; the exchange-correlation potential is rough where the density is thin.
